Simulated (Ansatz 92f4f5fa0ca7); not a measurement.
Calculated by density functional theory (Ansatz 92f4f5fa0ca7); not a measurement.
Periodic cell of 252 atoms, Si144O100N8, from a study of silicon, its oxide and their interface. The atomic structure is a simulated model.
This geometry differs little from another in the collection (a relaxation step or a small displacement).

Settings: functional r2SCAN; potential files Ansatz PAW; basis plane waves; wave-function cutoff 800 eV; density cutoff ratio 5; exchange-correlation grid ratio 1; k mesh 1 x 1 x 1, shifted by 0.5 0.5 0 of a step; self-consistency stop 1e-10 eV per atom in the density residual; occupations fixed; spin none; net charge 0.

Cell vectors (angstrom)
a  10.887  0  0
b  0  10.887  0
c  0  0  35.4332

Atoms and the computed forces on them: element, x, y, z (angstrom), force x, y, z (eV/angstrom)
Si  -0.3881  0.3055  -0.0938  0.0059  -0.0129  -0.1323
Si  2.4119  3.0428  0.0353  0.0157  -0.0147  -0.1023
Si  0.2216  5.2787  0.0345  -0.012  0.018  -0.0971
Si  2.9586  7.9201  0.1735  -0.0161  0.0224  -0.1081
Si  5.7021  -0.1901  0.175  -0.0151  0.0157  -0.0999
Si  8.285  2.5176  0.205  -0.015  0.0048  -0.088
Si  5.1311  5.697  0.1235  0.0089  -0.011  -0.0918
Si  7.8508  8.4626  0.1025  0.0125  -0.0101  -0.0955
Si  1.2753  1.381  1.2459  -0.0031  0  0.0075
Si  4.0048  4.107  1.4146  -0.0014  0.0003  0.0045
Si  1.3494  6.7959  1.4257  -0.0003  -0.0011  0.0067
Si  4.1027  9.5245  1.4221  0.0011  -0.0016  0.0085
Si  6.8059  1.337  1.5469  -0.0016  -0.0001  0.0032
Si  9.5194  4.1291  1.3586  0.0009  -0.0008  0.0058
Si  6.7345  6.8527  1.3978  -0.0011  0.0015  0.0045
Si  9.4881  9.5842  1.3396  0.0003  0.0012  0.0076
Si  -0.0274  2.7289  2.7199  0.0005  -0.0007  -0.0018
Si  2.6745  0.0399  2.6433  -0.0001  0.0005  -0.0008
Si  -0.0307  8.2069  2.6938  -0.0008  0.0005  -0.003
Si  2.6927  5.4591  2.8233  0.0002  0.0001  -0.0008
Si  5.3912  2.7461  2.7615  -0.0002  0.0008  0.0001
Si  8.1895  -0.0098  2.8491  0.0011  -0.0012  0.0013
Si  5.4232  8.1857  2.8271  -0.0012  0  0
Si  8.1427  5.4828  2.7007  -0.0009  0  -0.003
Si  1.3262  4.0686  4.1115  -0.0012  0.0002  -0.0004
Si  4.0263  1.3566  4.0751  -0.0004  -0.0005  0.0017
Si  1.3515  9.5652  4.0454  -0.0003  -0.0002  0.0009
Si  4.0598  6.8254  4.1547  -0.0002  0.0005  0.0016
Si  6.7934  4.1146  4.0813  -0.0005  0.0002  0.0021
Si  9.5356  1.3969  4.1353  -0.0005  0.0004  -0.0002
Si  6.7999  9.5207  4.1641  -0.0013  0.0007  0.0026
Si  9.5049  6.8326  4.0673  -0.0003  -0.0004  0.0024
Si  0.0249  0.0292  5.4459  0.0013  -0.0003  0.0004
Si  2.6928  2.7121  5.4515  0.0007  -0.0004  0.0005
Si  -0.0312  5.4526  5.4417  -0.0005  0.0015  0
Si  2.6881  8.2063  5.4588  0.0007  0.0002  0.0005
Si  5.4092  0.0122  5.4628  -0.0003  0.0012  0.0011
Si  8.1514  2.7531  5.4673  -0.0008  0.0013  0.0015
Si  5.4477  5.4646  5.4636  0.0009  0.0001  0.0013
Si  8.1613  8.1526  5.4764  0.0001  -0.0004  0.0022
Si  1.3455  1.3851  6.8439  -0.0013  0.0015  0.0002
Si  4.0875  4.0653  6.7639  -0.0006  0.0012  -0.0005
Si  1.3411  6.8098  6.7953  -0.0002  0.0006  0.0008
Si  4.0648  9.5331  6.841  -0.0006  0.0007  0.0005
Si  6.7919  1.3698  6.8099  -0.0004  0.0008  0.0017
Si  9.5166  4.1063  6.842  -0.0009  0.0001  0.0003
Si  6.8088  6.7997  6.8458  -0.0014  0.0014  -0.0001
Si  9.5451  9.5392  6.7619  -0.0007  0.001  -0.0004
Si  -0.0098  2.7481  8.2264  0.0003  0  0.0021
Si  2.7073  0.0278  8.1792  0.0005  -0.0002  0.0013
Si  -0.0426  8.165  8.1321  -0.0005  -0.0001  0.0011
Si  2.7363  5.4176  8.1052  -0.0002  -0.0009  0.0007
Si  5.4382  2.7462  8.1519  0.0003  -0.0002  0.0004
Si  8.2066  -0.0001  8.125  0.0006  0.0015  0.0021
Si  5.4524  8.1662  8.1976  -0.0003  0.0015  0.0019
Si  8.1548  5.4399  8.2141  -0.0001  0.0013  0.0016
Si  1.3987  4.133  9.5459  -0.0002  -0.0012  0.0003
Si  4.0815  1.407  9.5065  -0.0001  -0.0006  0.0019
Si  1.3107  9.5246  9.4592  0.0005  0.001  0.0011
Si  4.1215  6.6944  9.4922  0.0009  -0.0002  0.0012
Si  6.8096  4.0475  9.5565  0.0002  0.0002  0.0008
Si  9.4969  1.3551  9.5607  0.0006  0.0009  0.0011
Si  6.8807  9.5408  9.5063  -0.0017  0.0009  0.002
Si  9.4887  6.848  9.5428  0.0005  0.0001  0.0015
Si  -0.0371  -0.0473  10.8856  0.0026  0.0043  0.0011
Si  2.7747  2.7719  10.9215  -0.0021  -0.0017  0.001
Si  0.0134  5.5304  10.8565  -0.0005  0.0011  -0.0015
Si  2.6898  8.0912  10.6688  0.0007  0.0028  -0.0006
Si  5.5627  0.1084  10.7691  -0.0008  0.0012  -0.0022
Si  8.1053  2.6727  10.9656  0.001  0.0018  -0.0002
Si  5.4942  5.3779  10.9613  0.0031  0.0013  -0.0003
Si  8.1332  8.156  10.9796  -0.0006  -0.0002  -0.0004
Si  1.4007  1.3154  12.1447  -0.0021  -0.0026  0.0001
Si  4.2124  4.0067  12.3949  0.0033  0.0016  0.0002
Si  1.3588  6.9423  12.2078  0.0016  -0.0022  0.0035
Si  4.2303  9.4109  11.7379  0.0005  0.0009  -0.0004
Si  6.6953  1.3672  12.4589  0  0.0026  0.0032
Si  9.5472  4.1051  12.1324  0.0036  0.0015  0.0026
Si  6.7877  6.7549  12.3895  0.0006  -0.0025  0.0005
Si  9.4554  9.5582  12.3342  0.003  -0.0048  0.001
Si  -0.0336  2.6702  13.4305  -0.0023  0.0046  0.0021
Si  3.0375  -0.1189  13.0574  0.0063  -0.0086  -0.0049
Si  0.0757  8.3935  13.6941  -0.0091  -0.0007  -0.0003
Si  2.7644  5.4928  13.4278  0.0029  -0.0009  0.0007
Si  5.3791  2.6523  14.1159  0.0073  0.0006  0.0005
Si  8.0151  -0.0872  13.7729  -0.0023  0.0049  0.0019
Si  5.2261  8.2376  13.4594  -0.0054  -0.0038  0.003
Si  8.2955  5.3724  13.6767  0.0031  -0.0011  0.0024
Si  1.3195  4.1569  14.5907  -0.01  0.0086  -0.0826
Si  4.1153  0.5521  15.031  -0.0159  0.0342  -0.0519
Si  1.933  9.6608  14.7112  -0.008  0.0128  -0.0588
Si  3.5948  7.1694  14.829  -0.0124  -0.0027  -0.0662
Si  7.2417  3.9238  15.3066  -0.0168  -0.0137  -0.0832
Si  9.3399  1.5602  14.85  -0.0124  0.004  -0.067
Si  6.4531  9.4317  15.0716  -0.0009  0.0143  -0.0574
Si  10.0501  6.5052  14.8569  0.0024  -0.0006  -0.0923
Si  15.4053  -13.4388  18.5513  0.0025  0.0214  -0.1297
Si  -13.0429  2.6731  21.7348  -0.0198  0.0149  -0.3039
Si  -0.4693  -10.6098  32.2978  -0.0208  0.025  -0.2443
Si  -19.519  4.2711  24.0738  -0.007  -0.0283  -0.3183
Si  -3.7022  -14.5372  19.2899  -0.0189  -0.008  -0.2263
Si  9.7392  30.2999  24.069  -0.0433  0.025  -0.2756
Si  13.4302  6.1388  19.0546  -0.0095  0.0565  -0.1969
Si  19.7659  4.9299  28.2858  -0.0104  0.0019  -0.2607
Si  21.0846  35.798  24.4474  -0.0038  -0.0352  -0.2782
Si  5.7571  8.8383  26.5119  0.0125  0.0165  -0.2116
Si  5.6041  11.0976  17.6836  0.0166  -0.0434  -0.2074
Si  12.6856  -2.5077  17.216  0.0066  0.0275  -0.1758
Si  -4.5036  0.8855  22.019  0.0213  0.019  -0.2963
Si  16.6692  4.0976  28.6524  0.0036  0.019  -0.2246
Si  33.699  -1.7575  30.4738  0.0074  -0.011  -0.2018
Si  23.5822  -7.1052  17.4502  -0.0071  0.0206  -0.1948
Si  10.287  32.3723  16.9305  0.0322  -0.0332  -0.1654
Si  2.6  3.8846  21.0225  -0.0208  0.0133  -0.3044
Si  29.411  -11.3133  28.0539  0.0012  0.0043  -0.2839
Si  8.6024  -2.8236  16.8378  -0.007  -0.0022  -0.1533
Si  19.2116  1.9533  17.6125  -0.0176  -0.0003  -0.2025
Si  -0.1696  6.0262  17.7929  -0.0059  0.0415  -0.1642
Si  6.0925  6.6649  16.6117  0.0135  -0.0242  -0.1582
Si  -10.0854  -7.2451  28.3291  0.0008  0.0077  -0.2455
Si  13.7731  -1.5875  32.9429  0.0275  -0.0054  -0.2353
Si  19.4657  -6.2634  19.4872  0.0059  0.0277  -0.2259
Si  -6.5746  1.707  19.8081  -0.0252  -0.027  -0.2327
Si  3.3865  3.9495  26.7033  -0.018  0.0158  -0.2579
Si  30.7375  0.4543  25.5042  0.025  0.0087  -0.2504
Si  12.1736  7.0454  25.0589  -0.0372  -0.013  -0.2195
Si  13.9717  10.9265  29.6285  0.0321  0.0268  -0.2183
Si  19.1212  -1.6437  21.3439  -0.0405  -0.0236  -0.3058
Si  20.6879  0.4229  19.7451  0.037  0.0084  -0.2374
Si  15.187  6.6512  29.6985  -0.0136  -0.012  -0.2259
Si  10.3101  -4.2587  30.6314  0.0134  -0.0635  -0.2363
Si  7.6599  10.8534  31.0345  -0.0034  -0.028  -0.2298
Si  12.1777  -8.6845  30.8495  0.0152  0.0296  -0.2103
Si  -6.0299  0.4097  27.4053  0.0476  -0.012  -0.2469
Si  3.5493  -3.7988  26.9323  -0.031  -0.0047  -0.2464
Si  26.9437  -1.7565  31.2476  0.0114  -0.0117  -0.2191
Si  14.8112  1.231  33.4111  -0.0078  -0.0148  -0.2278
Si  -1.3708  -4.9179  25.6475  0.0297  0.0092  -0.254
Si  12.4771  1.6204  19.7111  -0.001  -0.0154  -0.1908
Si  27.6108  24.2779  31.2541  0.01  -0.0179  -0.2562
Si  5.9607  11.1852  24.7965  0.025  0.0391  -0.3064
Si  20.0459  6.5907  33.3923  0  -0.0002  -0.2238
Si  17.8362  4.3147  33.4675  0.0051  -0.006  -0.2059
Si  12.7624  5.0583  30.6375  0.0159  0.0078  -0.1887
O  24.9996  -5.356  26.8499  0.0154  0.0006  0.0901
O  -1.5073  1.463  35.0366  -0.0073  0.0104  0.0653
O  3.9205  3.2407  20.2532  -0.0156  0.0276  0.0907
O  16.2298  3.0951  29.8336  0.0001  -0.0528  0.1645
O  -2.3943  -3.0684  34.1833  -0.0347  0.041  0.1131
O  11.4892  -16.0182  31.3294  -0.0262  0.0137  0.0806
O  5.073  7.3847  26.3704  -0.0171  -0.0092  0.0813
O  5.0971  0.6351  34.3395  0.0454  -0.034  0.1217
O  19.6532  -6.7881  20.9913  0.0072  -0.0643  0.1627
O  4.0227  -4.0902  35.0671  0.0026  -0.0057  0.0527
O  7.4482  3.0731  34.3566  0.0338  -0.0367  0.112
O  14.0043  2.4242  34.1293  -0.0383  0.0441  0.1183
O  2.3086  8.6068  34.2686  -0.0028  -0.0442  0.1545
O  22.6631  3.4545  24.3699  -0.0026  0.0076  0.0967
O  2.8653  10.92  33.0906  0.0108  0.0236  0.0813
O  -1.6565  9.871  20.2097  -0.0375  -0.0406  0.1306
O  11.1876  5.3611  15.0016  -0.0067  0.0102  0.0551
O  10.5101  11.5857  15.6659  0.0135  -0.0277  0.0945
O  2.0974  3.4878  15.8805  0.0081  -0.0064  0.1294
O  4.9606  11.8799  25.8824  -0.045  0.0012  0.1698
O  6.4979  3.7469  32.0338  0.0326  0.0521  0.142
O  7.0609  11.8179  17.816  0.0032  0.0064  0.0697
O  1.9891  16.7667  24.1607  -0.0138  0.0524  0.113
N  7.1132  -2.9168  15.9325  0.0213  -0.0317  0.0891
O  7.4934  0.826  24.9084  0.0134  -0.0159  0.1114
N  13.1982  8.1429  15.5395  -0.0111  -0.0074  0.107
O  5.5165  1.1186  20.6816  0.0686  -0.0236  0.1626
O  19.1923  3.31  18.5339  0.0107  0.0582  0.1236
N  5.8296  -3.6274  18.2119  0.0005  0.0221  0.1323
O  14.1112  19.8062  17.7726  0.0358  -0.0105  0.0756
O  -5.1838  5.0479  34.1725  -0.0355  0.0329  0.1072
O  8.1461  5.3536  33.2529  -0.0081  -0.0027  0.0739
O  11.5852  20.5138  17.2361  -0.0154  0.007  0.0832
O  -3.5601  16.5289  19.5184  0.0101  -0.0225  0.0751
O  -8.2653  10.9392  15.6925  -0.0067  -0.0039  0.0504
O  22.2218  -2.7626  24.1416  0.0376  -0.0348  0.0962
O  6.7689  5.1568  16.3892  -0.0113  0.0516  0.0769
O  -1.0823  16.5013  19.077  -0.044  -0.0381  0.1006
O  6.3473  0.5852  28.0401  0.0132  -0.0003  0.0954
O  21.9644  12.6186  31.9413  -0.0398  -0.0417  0.1028
O  -1.7463  -1.3476  16.4768  0.0103  0.0065  0.0605
N  5.3823  10.5936  15.9941  0.0184  -0.0003  0.1185
O  3.6626  -3.6395  19.493  -0.0164  -0.0322  0.0736
O  15.5198  1.8464  32.0958  -0.0475  -0.0317  0.1347
O  23.2069  26.7062  29.0778  0.0182  0.0299  0.1366
O  7.2895  -0.4445  21.8633  -0.0251  0.0316  0.106
N  -1.1248  -14.9553  16.5471  0.0149  -0.0107  0.1306
N  -1.281  11.7015  18.0769  -0.0005  0.0028  0.1447
O  13.3188  1.0958  30.6414  -0.0212  0.0144  0.0906
O  10.9183  -22.483  31.1331  -0.0237  0.0297  0.0989
O  11.405  0.4483  19.9026  0.006  0.0039  0.08
O  9.4505  18.0285  31.8945  -0.045  0.0026  0.1675
O  -11.8828  1.7871  25.3218  -0.0153  -0.0421  0.1058
O  8.2023  -0.4958  29.5586  0.0099  0.0148  0.202
O  -3.6266  13.117  22.2268  -0.0194  -0.0158  0.1022
O  12.5945  13.2531  18.2468  0  -0.0513  0.1252
O  -2.5125  7.9139  18.4199  -0.028  -0.0142  0.136
O  26.4252  -9.4481  18.2207  -0.027  0.0476  0.1467
O  3.3795  3.704  25.0978  0.0425  -0.0104  0.1848
O  16.3257  11.5424  23.3092  -0.0207  -0.0322  0.2136
O  9.1627  -9.3242  20.6527  -0.0387  0.0564  0.146
O  5.3639  -1.106  18.6729  -0.0012  -0.0031  0.0761
O  15.7187  14.4633  27.3909  0.0622  0.003  0.1216
O  14.5233  -10.0051  28.3373  -0.0628  -0.018  0.1389
O  9.5271  20.8735  24.7719  -0.0152  0.0552  0.1138
O  23.6934  9.8346  29.2958  -0.0272  -0.02  0.0973
O  12.2536  -8.0404  20.7549  0.0124  0.0407  0.1052
O  13.7821  -6.0211  18.0392  0.0116  0.0174  0.0885
O  19.868  -3.6432  24.7622  -0.0014  -0.0626  0.1125
O  -1.1477  2.7425  22.9548  0.0685  0.0223  0.2165
O  16.2044  -16.1751  29.0167  -0.0128  0.0177  0.0877
O  8.6595  5.9153  27.0104  -0.0317  -0.0413  0.1787
O  -4.1048  -1.2834  35.0303  0.0003  -0.0019  0.0544
O  6.9156  -9.5102  30.8915  -0.0188  0.0248  0.0898
O  4.5953  -1.184  27.2458  -0.0259  0.027  0.0951
O  3.2518  -4.9847  30.6922  -0.027  -0.0165  0.0847
O  -1.747  -13.1232  22.5511  0.078  -0.034  0.2204
O  28.8743  -1.8637  27.4319  0.0244  0.0207  0.1042
O  5.2137  7.7084  30.4906  0.0178  0.0533  0.1045
O  22.142  -6.3661  17.4618  0.0016  -0.0018  0.0702
O  21.0431  3.9718  27.8416  0.014  -0.0039  0.0987
O  24.1866  7.7809  25.9798  0.0693  0.0029  0.1202
O  13.0665  5.3439  20.4241  0.0078  -0.0752  0.1491
O  10.8481  10.7015  33.7952  0.0079  -0.0066  0.1881
O  26.2129  -1.9736  32.6721  -0.0495  0.0013  0.1246
O  12.944  -2.1627  31.6715  0.0391  0.0092  0.1333
O  9.4294  -6.3806  24.9076  -0.0143  0.0688  0.1129
O  27.782  20.4562  25.0692  -0.0146  -0.0544  0.1361
O  7.2691  8.0857  20.6773  0.0474  0.0713  0.1532
O  19.7009  11.1033  32.1272  0.0511  0.0075  0.1005
O  23.758  -7.615  27.2543  -0.0567  -0.006  0.1238
O  12.2125  4.1698  34.9454  -0.0025  0.0006  0.0523
O  10.4797  16.9474  34.1694  0.0407  -0.0358  0.1163
O  -7.3935  -14.3404  28.5156  0.0187  -0.0075  0.1716
N  8.3587  13.484  15.9571  0.0105  -0.0195  0.123
O  13.7307  -17.7806  22.5935  -0.023  0.0217  0.2525
O  9.3643  -5.1058  29.5947  0.0473  0.0672  0.1597
O  11.0613  7.8811  29.9003  0.0024  0.0086  0.0777
O  4.356  10.2054  30.3288  0.0233  -0.0356  0.1132
O  4.5907  6.6225  16.0151  0.04  -0.0028  0.0831
O  18.3164  4.1536  28.4645  -0.0314  -0.012  0.0759
O  8.81  0.1322  27.0841  -0.0467  -0.0339  0.18
O  32.848  -15.4818  25.9925  -0.0123  -0.0165  0.0967
N  1.2638  -3.891  18.1526  0.023  -0.0368  0.0933
O  23.7986  3.5847  31.2881  0.0039  -0.0212  0.0795
O  2.9668  0.8518  20.0581  0.0069  0.0106  0.0721
O  17.5367  9.6903  31.519  -0.0088  -0.0056  0.0745
O  22.3728  2.4422  29.3969  0.0152  -0.0499  0.1442

Results
free energy: -152233.179 eV
free energy less fixed offsets of N -386.36, O -570.45, Si -639.56 eV per atom: -0.659 eV

The program warned: the cutoff lies below the one the program advises for these potential files; the forces do not sum to zero within the program's tolerance; empty levels may hold ghost states of the PAW files; the exchange-correlation potential is rough where the density is thin.
